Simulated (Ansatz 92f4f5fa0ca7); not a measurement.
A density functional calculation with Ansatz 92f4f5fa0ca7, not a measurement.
Periodic cell of 223 atoms, Si132O90B1, from a study of silicon, its oxide and their interface. The atomic structure is a simulated model.
Doubt: the cutoff is far below the 930 eV that the study's wrapper takes by default for these files, so forces and energies are approximate.
This geometry differs little from another in the collection (a relaxation step or a small displacement).

Settings
functional: PBE
potential files: Ansatz PAW
basis: plane waves
wave-function cutoff: 580 eV
density cutoff ratio: 5
exchange-correlation grid ratio: 1
k mesh: 1 x 1 x 1, Gamma-centred
self-consistency stop: 5e-08 eV per atom in the density residual
occupations: fixed
spin: none
net charge: -1 e, with a uniform compensating background and no finite-size correction

Cell vectors (angstrom)
a, 10.938, 0, 0
b, 0, 10.938, 0
c, 0, 0, 32.1988

Atoms and the computed forces on them: element, x, y, z (angstrom), force x, y, z (eV/angstrom)
Si, 10.5909, 0.2265, 24.8748, 0.0021, -0.0031, 0.018
Si, 5.7453, 10.6816, 24.7474, 0.004, 0.0016, 0.0083
Si, 2.4881, 2.9174, 24.6456, 0.0025, 0, 0.0136
Si, 8.4317, 2.467, 24.8355, -0.0013, -0.0013, 0.0054
Si, 0.2829, 5.1692, 24.7617, 0.0051, -0.0006, 0.0077
Si, 5.1631, 5.7511, 24.6886, -0.0049, -0.0014, 0.0103
Si, 2.9397, 8.011, 24.5991, -0.0005, -0.006, 0.0168
Si, 7.947, 8.4375, 24.7384, 0.0036, 0.0012, 0.0129
Si, 1.3368, 1.3831, 26.0431, 0.0012, 0.0025, -0.0074
Si, 6.8519, 1.3099, 26.1307, 0.0002, -0.0001, -0.0019
Si, 4.0539, 4.1071, 25.9929, -0.0022, 0.0029, -0.002
Si, 9.615, 4.0618, 26.0942, 0, 0.0002, -0.0031
Si, 1.4053, 6.8292, 26.0081, 0.0033, 0.0017, -0.0011
Si, 6.7748, 6.8527, 26.0312, -0.0004, 0.0027, -0.0052
Si, 4.1085, 9.5365, 26.0043, -0.0005, -0.001, -0.0037
Si, 9.4701, 9.5703, 26.1582, -0.003, 0.0008, -0.0041
Si, 2.7328, -0.0077, 27.3573, 0.0003, -0.0003, -0.0121
Si, 8.1642, -0.022, 27.572, -0.0054, -0.0059, 0.0263
Si, 0.0163, 2.7156, 27.4984, 0.0034, 0.0035, 0.0225
Si, 5.4449, 2.7442, 27.3777, 0.0003, -0.003, -0.0115
Si, 2.736, 5.4658, 27.4399, 0.0001, 0.0025, 0.0071
Si, 8.1899, 5.4713, 27.3665, 0.0019, -0.003, -0.0106
Si, -0.0016, 8.1818, 27.386, 0.0011, -0.0038, -0.0111
Si, 5.4458, 8.1984, 27.4576, -0.0045, -0.0043, 0.0136
Si, 4.0841, 1.3652, 28.7584, 0.0044, 0.0001, 0.011
Si, 9.5843, 1.3526, 28.8637, -0.0055, -0.0008, -0.0243
Si, 1.3732, 4.107, 28.8296, -0.0029, -0.011, -0.018
Si, 6.8331, 4.1018, 28.7556, 0.0006, -0.002, 0.0105
Si, 4.1047, 6.8168, 28.8212, -0.0016, 0.0009, -0.0156
Si, 9.5598, 6.823, 28.7641, 0.0019, 0.0055, 0.0096
Si, 1.3712, 9.5645, 28.7508, -0.0048, 0.0001, 0.0113
Si, 6.7891, 9.5415, 28.8782, 0.0174, 0.0095, -0.0257
Si, 0.0262, -0.0271, 30.184, 0.005, -0.0012, 0.0025
Si, 5.4309, 0.0102, 30.1815, -0.0059, 0.0035, 0.0028
Si, 2.7427, 2.7254, 30.1743, -0.0042, 0.0029, 0.0001
Si, 8.1957, 2.7465, 30.1617, 0.0017, -0.001, 0.0008
Si, -0.0165, 5.4677, 30.1616, -0.0001, 0.0006, 0.0013
Si, 5.4877, 5.4542, 30.1734, 0.0018, 0.0005, 0.0021
Si, 2.7266, 8.2067, 30.1481, 0.0035, 0.0009, 0
Si, 8.21, 8.1752, 30.1839, -0.001, -0.0053, 0.0021
Si, 1.3814, 1.3545, 31.5568, 0.0062, -0.0015, -0.0006
Si, 6.8306, 1.3741, 31.5223, -0.0037, 0.0012, 0
Si, 4.119, 4.0885, 31.5446, 0.0001, -0.0062, -0.0002
Si, 9.5669, 4.0991, 31.5409, -0.0011, 0.0039, 0.0019
Si, 1.3616, 6.8406, 31.5104, -0.0063, -0.0001, -0.0004
Si, 6.8523, 6.8118, 31.565, 0.0051, 0.0015, 0.0006
Si, 4.0803, 9.5672, 31.5453, 0.0003, 0.0025, 0.0026
Si, 9.5852, 9.5486, 31.5466, 0.0011, -0.0009, -0.0006
Si, 2.7436, -0.0077, 0.7434, -0.0056, -0.0038, 0.0025
Si, 8.2022, 0.0031, 0.6858, 0.0045, 0.0056, -0.0019
Si, -0.0008, 2.7311, 0.7155, -0.0016, -0.0027, -0.0009
Si, 5.488, 2.7249, 0.7228, 0.004, 0.0033, 0.0016
Si, 2.7406, 5.4888, 0.6833, 0.0029, 0.0014, -0.0049
Si, 8.2213, 5.4463, 0.7443, -0.0015, -0.0032, 0.0012
Si, 0.0192, 8.1807, 0.7159, 0.0046, -0.0004, 0.0011
Si, 5.4713, 8.206, 0.7112, -0.0044, -0.0032, -0.0014
Si, 4.1355, 1.3584, 2.0997, 0.0009, 0.0036, -0.0059
Si, 9.5615, 1.3514, 2.0778, 0.0011, -0.005, 0.0064
Si, 1.3807, 4.1273, 2.0527, -0.0037, 0.0031, -0.0091
Si, 6.8538, 4.0733, 2.1101, -0.0017, -0.011, 0.0029
Si, 4.1122, 6.8312, 2.0852, 0.005, 0.004, 0.005
Si, 9.5964, 6.8247, 2.0948, 0.0017, -0.0006, -0.0081
Si, 1.3857, 9.5373, 2.0929, 0.0052, 0.0034, 0.0022
Si, 6.8348, 9.594, 2.0704, -0.0036, 0.0016, -0.0043
Si, -0.0091, -0.0403, 3.4135, 0.02, 0.017, 0.0312
Si, 5.4982, 0.0041, 3.5093, -0.0049, -0.0019, -0.0087
Si, 2.7753, 2.7829, 3.3953, -0.0129, -0.0329, 0.0416
Si, 8.1964, 2.6853, 3.4981, 0.0103, 0.0292, -0.0081
Si, 0.0354, 5.4667, 3.4739, -0.0111, -0.002, -0.0017
Si, 5.4864, 5.4603, 3.4486, 0.0078, 0.008, 0.0196
Si, 2.7767, 8.2039, 3.492, -0.0146, -0.0148, -0.0131
Si, 8.2076, 8.2196, 3.4015, 0.0063, -0.0034, 0.0191
Si, 1.3924, 1.3805, 4.6682, -0.0057, -0.0026, -0.0199
Si, 6.8422, 1.3399, 4.9535, 0.0108, -0.0061, 0.0117
Si, 4.1392, 4.0968, 4.8421, 0.015, 0.0025, -0.0112
Si, 9.5851, 4.0755, 4.8073, -0.011, -0.0309, -0.0103
Si, 1.4199, 6.8287, 4.8584, 0.0231, 0.0224, -0.007
Si, 6.8566, 6.8685, 4.7732, -0.0164, -0.0251, -0.0113
Si, 4.1475, 9.5759, 4.8942, 0.0037, 0.0056, 0.0145
Si, 9.5572, 9.5408, 4.8101, -0.0015, 0.0172, -0.0226
Si, 2.7493, 0.1117, 6.1126, -0.0219, 0.0162, 0.0002
Si, 8.218, -0.0777, 6.2939, -0.0005, -0.0107, 0.0155
Si, 0.045, 2.6748, 6.0808, 0.0588, 0.0179, 0.0405
Si, 5.4687, 2.7386, 6.3201, -0.02, 0.0062, 0.0135
Si, 2.8027, 5.4796, 6.2322, -0.0101, -0.0205, 0.0312
Si, 8.2315, 5.4948, 6.112, 0.0053, 0.0399, 0.0357
Si, 0.0034, 8.1807, 6.1699, -0.0287, -0.0303, 0.0344
Si, 5.5482, 8.2021, 6.2597, 0.003, -0.0154, 0.0131
Si, 3.8015, 1.6236, 7.6397, 0.0031, -0.0018, -0.0613
Si, 9.8488, 1.1356, 7.4767, -0.0032, 0.0018, -0.054
Si, 1.5665, 3.8641, 7.4103, -0.0516, -0.0444, -0.1549
Si, 6.6718, 4.4202, 7.5009, -0.0012, 0.0063, -0.0378
Si, 4.4066, 6.6239, 7.5781, 0.005, 0.0265, -0.04
Si, 9.463, 6.9211, 7.5398, -0.021, -0.0018, -0.0553
Si, 1.1356, 9.8875, 7.3199, 0.0152, 0.026, -0.0312
Si, 7.1958, 9.1848, 7.6874, 0.0211, 0.0114, -0.0157
O, 8.3405, 8.0516, 7.9702, -0.0088, 0.0069, 0.0008
O, 2.6828, 2.7802, 8.0003, 0.0421, -0.019, 0.0893
O, 9.5258, 1.3514, 24.2732, -0.0013, 0.003, -0.001
O, 4.0564, 6.8664, 24.1241, 0.0016, 0.0011, -0.0072
O, 0.0351, 0.0164, 7.9738, 0.0011, -0.0083, 0.0281
O, 5.5388, 5.5042, 8.0474, 0.0081, -0.0074, 0.0212
O, 6.8559, 9.5705, 24.2004, -0.0011, 0.0007, -0.0024
O, 1.3765, 4.0607, 24.1704, -0.0031, 0, -0.0033
O, 3.8631, 7.3782, 8.9525, -0.0016, 0.0004, 0.0088
O, 0.6355, 4.4451, 8.5701, -0.0103, 0.0305, 0.0296
O, 9.9802, 6.2112, 8.89, -0.0012, 0.001, -0.0072
O, 2.0526, 9.2783, 8.521, -0.0003, -0.0049, 0.0087
O, 7.5089, 3.9194, 8.8304, 0.0032, -0.0061, 0.0054
O, 4.2589, 0.9545, 9.0878, 0.0052, -0.0011, 0.0209
O, 6.7219, 9.5599, 9.2192, -0.0025, -0.0051, 0.0219
O, 9.1998, 1.832, 8.8218, -0.0082, 0.0067, 0.0204
O, 7.7173, 3.1537, 23.526, -0.0022, 0.003, -0.0067
O, 10.5098, 5.847, 23.4481, -0.0028, 0.0032, -0.0042
O, 5.1026, 0.4393, 23.4047, -0.0028, 0.0026, -0.0065
O, 5.8739, 5.0974, 23.3527, 0.0043, -0.0037, -0.0055
O, 3.1163, 2.2114, 23.2774, 0.0043, -0.0036, -0.0081
O, 2.3015, 8.7262, 23.2281, -0.0047, 0.0049, -0.0077
O, 8.6285, 7.7548, 23.3973, 0.0033, -0.0036, -0.009
O, 0.2341, 10.3349, 23.5987, 0.0003, -0.0016, -0.0119
Si, 4.4023, 1.5743, 22.4716, -0.0019, -0.0003, 0.005
Si, 3.4519, 7.9525, 13.9897, -0.0009, 0.0006, -0.0094
Si, 7.1087, 0.9598, 14.6499, 0, 0.0011, -0.0088
Si, 0.9475, 9.3634, 22.526, 0.0026, -0.0017, 0.0032
Si, 1.12, 4.3502, 11.6625, -0.0095, 0.0133, -0.0181
Si, 6.2267, 8.9615, 15.3007, -0.0004, 0.0002, -0.0066
Si, 0.7008, 1.3733, 12.1671, -0.001, 0, -0.0027
Si, 8.6438, 4.9574, 20.4953, -0.0014, 0.0012, 0.0027
B, 0.3698, 5.7005, 9.2827, 0.0035, 0.0001, 0.0147
Si, 5.0977, 3.1333, 17.9337, -0.0006, -0.0006, -0.0022
Si, 0.8819, 3.7853, 16.6653, -0.0007, -0.0001, -0.0045
Si, 10.411, 2.8513, 19.1813, 0.0001, 0.0004, -0.0001
Si, 5.2733, 1.1872, 10.3657, -0.0031, -0.007, -0.0104
Si, 0.8898, 0.1831, 19.8418, 0.0014, -0.0007, 0.002
Si, 6.6156, 9.4578, 10.8524, 0.0019, 0.0006, -0.0139
Si, 9.3487, 9.6843, 18.3098, 0, -0.0002, -0.002
Si, 9.3477, 9.2538, 12.5617, -0.0038, -0.0003, -0.0104
Si, 6.5878, 3.8487, 22.5855, -0.0002, 0.0011, 0.004
Si, 2.3426, 7.9003, 9.3467, -0.0046, -0.0066, -0.0072
Si, 10.5939, 7.383, 17.0489, -0.0002, -0.0007, -0.0046
Si, 2.5138, 6.3061, 16.5495, -0.0005, -0.0005, -0.0051
Si, 10.164, 4.518, 14.0896, -0.0011, -0.0015, -0.0075
Si, 6.1393, 9.1811, 18.4982, -0.0005, 0.0007, -0.0016
Si, 7.9789, 2.5724, 9.6058, 0.0082, -0.0043, -0.0045
Si, 8.8977, 2.1248, 12.4612, -0.0022, 0.0032, -0.0085
Si, 5.3339, 6.2455, 18.0477, 0.0003, -0.0003, -0.0021
Si, 3.9337, 0.5586, 19.4664, -0.0007, 0.0007, 0.0022
Si, 4.2349, 3.8389, 12.0373, -0.0011, -0.0006, -0.0059
Si, 5.4998, 6.6017, 12.1098, 0.0004, 0.0048, -0.0087
Si, 8.0158, 2.5023, 17.2102, -0.0001, -0.0004, -0.0037
Si, 4.356, 2.5017, 14.9492, -0.0007, 0.0003, -0.0049
Si, 1.5436, 1.2363, 15.1616, 0.0008, 0.0014, -0.0075
Si, 1.5289, 9.3834, 11.973, 0.0028, -0.0059, -0.0109
Si, 8.0014, 6.8477, 13.8419, 0.0002, 0.0007, -0.0089
Si, 10.3705, 9.8585, 15.4558, -0.001, -0.0003, -0.007
Si, 9.8175, 7.0149, 22.556, -0.002, 0.0001, 0.0044
Si, 8.12, 5.4882, 17.3947, 0.0001, 0.0004, -0.0029
O, 6.0194, 7.9569, 11.276, -0.0019, -0.0038, 0.0052
O, 5.9885, 9.1949, 16.8869, -0.0003, -0.0004, 0.0018
O, 7.6939, 1.3257, 13.1846, -0.0004, -0.0006, 0.0055
O, 1.0094, 1.7593, 13.7273, 0.0006, -0.0008, 0.0029
O, 9.4086, 6.2948, 16.8526, -0.0001, 0.0005, 0.0021
O, 6.7034, 6.2066, 13.1268, -0.0009, -0.0011, 0.0036
O, 5.1082, 4.6698, 18.6089, -0.0002, 0.0002, 0.0007
O, 9.2233, 2.1344, 18.2711, -0.0007, -0.0006, 0.001
O, 2.3771, 0.0917, 19.0859, -0.0003, -0.0001, -0.0001
O, 9.4277, 10.2514, 16.76, -0.0002, 0.0004, 0.0023
O, 2.7534, 4.3824, 11.6704, 0.0044, -0.0014, 0.005
O, 5.0753, 10.3217, 19.1077, 0.0005, -0.0006, 0
O, 9.4218, 3.1791, 13.562, 0.0006, 0.0005, 0.004
O, 0.4755, 1.7791, 19.9186, -0.0007, 0.0002, -0.0005
O, 3.1703, 1.3641, 15.0831, -0.0024, -0.0008, 0.003
O, 8.1757, 5.3991, 19.0142, -0.0001, 0.0002, -0.0002
O, 3.9001, 6.6207, 17.3589, -0.0005, 0.0003, 0.0019
O, 4.5837, 3.2888, 16.3809, -0.0003, 0.0003, 0.002
O, 9.0006, 5.6459, 14.2648, -0.0019, 0.0002, 0.0045
O, 5.4649, 2.7629, 22.1368, 0.0008, -0.0001, -0.0011
O, 10.7436, 4.3004, 15.5884, -0.0009, -0.0005, 0.0023
O, 0.3201, 3.865, 18.2033, -0.0005, -0.0002, 0.0003
O, 10.4259, 10.5171, 19.2257, -0.0015, -0.0004, -0.0002
O, 9.5832, 10.029, 14.0297, 0.0002, 0.0001, 0.005
O, 10.913, 8.1275, 22.0923, 0.0001, -0.0002, -0.0006
O, 1.1301, 2.2014, 16.4055, -0.0007, 0.0006, 0.001
O, 9.7585, 3.765, 20.3757, 0.0005, -0.0008, -0.0005
O, 8.1926, 4.0292, 16.6849, 0.0006, 0.0004, 0.0018
O, -0.0911, 9.1189, 11.9146, -0.0008, 0.0013, 0.0034
O, 6.5916, 2.4517, 18.0098, -0.0001, 0.0003, 0.0009
O, 5.5496, 10.7061, 11.1937, 0.0004, -0.0003, 0.0036
O, 7.7534, 9.5885, 18.8189, -0.0003, 0, 0.0007
O, 10.0391, 1.0062, 12.0558, 0.0021, 0.0001, 0.0031
O, 1.3625, 6.7272, 8.9064, 0.0045, -0.0005, -0.0018
O, 0.5184, 4.7891, 13.1422, 0.0024, -0.0022, 0.0038
O, 5.7126, 7.6177, 18.9703, -0.0005, -0.0001, 0.0003
O, 5.1958, 5.0859, 11.5031, -0.0005, -0.0014, 0.0029
O, 2.6831, 7.0136, 15.0942, -0.0001, -0.0003, 0.0036
O, 0.8535, 2.7457, 11.3175, -0.0004, -0.0057, 0.0045
O, 0.8384, 10.7241, 15.4729, -0.0004, 0, 0.0029
O, 2.2792, 8.4381, 10.8893, -0.0032, 0.0055, 0.0118
O, 4.6949, 2.4196, 11.307, 0.0001, 0.0055, 0.0058
O, 4.219, 3.5407, 13.6822, -0.0002, 0.001, 0.0023
O, 2.2365, 4.6902, 16.4847, 0.0006, 0.0007, 0.0017
O, 10.7182, 8.2765, 15.682, -0.0001, 0.0004, 0.0032
O, 6.8844, 10.299, 14.6787, -0.0002, -0.0007, 0.0038
O, 2.3238, 8.9867, 13.3753, -0.0002, 0.0006, 0.0041
O, 8.0121, 1.5144, 15.9104, -0.0005, -0.0002, 0.0031
O, 4.0897, 7.0046, 12.833, -0.0003, -0.0004, 0.0041
O, 4.1861, 2.0101, 18.721, -0.0006, 0.0006, 0.0003
O, 7.3192, 4.4095, 21.2584, 0.0015, 0.0002, -0.0027
O, 8.4254, 2.9308, 11.1309, 0.0001, -0.0001, 0.0065
O, 1.176, 6.8601, 17.3391, -0.0004, 0.0009, 0.0026
O, 5.664, 1.623, 14.7217, 0.0016, -0.0001, 0.003
O, 8.0908, 9.7653, 11.5877, 0.0026, 0.0005, 0.0046
O, 9.2196, 6.2857, 21.2373, -0.0002, -0.0011, -0.0025
O, 8.9119, 7.7262, 12.8532, -0.0008, -0.0006, 0.0051
O, 1.6349, 0.0892, 11.7404, -0.0006, 0.003, 0.0025
O, 6.6405, 6.1188, 17.0512, -0.0003, -0.0003, 0.0017
O, 7.3518, 7.7952, 15.0282, 0.0001, -0.0002, 0.0037
O, 1.2088, 10.315, 21.2333, 0.0005, 0.0016, -0.0041
O, 10.0514, 8.2113, 18.3405, -0.0004, 0.0001, 0.0004
O, 3.9638, 0.8559, 21.0814, 0, -0.0011, -0.0039
O, 0.4176, 5.4146, 10.7024, -0.0016, 0.0013, 0.0091
O, 6.7024, 1.5734, 9.6846, 0, 0.0025, 0.0031
O, 4.7383, 8.7191, 14.6653, -0.0001, 0, 0.0038

Results
free energy: -135249.999 eV
free energy less fixed offsets of B -154.04, O -568.88, Si -635.61 eV per atom: 3.761 eV

The program warned: the cutoff lies below the one the program advises for these potential files; the forces do not sum to zero within the program's tolerance; the exchange-correlation potential is rough where the density is thin.
